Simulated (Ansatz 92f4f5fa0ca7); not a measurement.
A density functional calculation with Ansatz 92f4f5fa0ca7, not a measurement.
Periodic cell of 237 atoms, Si145O90As2, from a study of silicon, its oxide and their interface. The atomic structure is a simulated model.
Doubt: the cutoff is far below the 930 eV that the study's wrapper takes by default for these files, so forces and energies are approximate.
This geometry differs little from another in the collection (a relaxation step or a small displacement).

Settings: functional PBE; potential files Ansatz PAW; basis plane waves; wave-function cutoff 580 eV; density cutoff ratio 5; exchange-correlation grid ratio 1; k mesh 1 x 1 x 1, Gamma-centred; self-consistency stop 5e-08 eV per atom in the density residual; occupations fixed; spin none; net charge 0.

Cell vectors (angstrom)
a  11.6015  0  0
b  0  10.938  0
c  0  0  32.0622

Atoms and the computed forces on them: element, x, y, z (angstrom), force x, y, z (eV/angstrom)
Si  -0.2589  -0.0998  23.243  0.0112  -0.0097  0.0003
As  3.5391  0.0772  22.6089  0.015  -0.0053  0.0327
Si  7.3895  -0.1202  23.3762  -0.0076  -0.0106  -0.0115
Si  1.6235  1.3674  23.2957  -0.0047  0.0219  -0.0023
Si  5.5631  1.4221  23.1907  -0.0153  0.0206  -0.0093
Si  9.3541  1.191  23.2971  0.0027  0.01  -0.0085
Si  0.1052  5.4179  23.4197  -0.0029  0.004  0.004
Si  4.0357  5.2962  23.378  0.001  -0.0071  0.0046
Si  7.9444  5.5831  23.5913  0.0032  -0.0015  0.0005
Si  2.1366  6.6717  23.3386  0.0052  -0.0073  0.0033
Si  5.8829  6.7633  23.4621  -0.0092  0.0021  -0.0074
Si  9.8816  6.8801  23.6517  0.0061  -0.0077  0.009
Si  1.8803  2.6095  25.3129  -0.0036  -0.0025  0.0046
Si  5.7402  2.6398  25.2585  0.0003  -0.0039  -0.0003
Si  9.5941  2.6612  25.2082  0.0008  0.0014  0.0012
Si  11.5746  3.992  25.3001  0  -0.0025  -0.0029
Si  3.8274  3.9801  25.3168  -0.0002  0.0069  -0.0019
Si  7.6836  4.0352  25.3441  -0.0067  -0.0024  -0.001
Si  1.9803  8.1626  25.2393  -0.0097  0.0094  -0.0067
Si  5.7762  8.1283  25.4059  0.0109  0.0103  -0.0071
Si  9.6932  8.2848  25.4666  -0.0012  -0.0023  0
Si  11.6344  9.5745  25.262  0.0001  -0.0042  0.0004
As  3.897  9.6579  25.237  -0.0064  -0.0311  -0.0202
Si  7.6619  9.5367  25.3557  -0.0027  -0.0049  0.0039
Si  11.6207  -0.0082  27.2066  -0.0023  0.0011  0.0018
Si  3.8759  -0.0632  27.3017  0.0013  0.0192  -0.0008
Si  7.7303  -0.0123  27.2522  -0.0032  0.0004  0.0009
Si  1.9534  1.3128  27.2672  -0.0021  0.003  0.0012
Si  5.7931  1.3195  27.2226  0.0033  0.0025  0.0051
Si  9.67  1.3373  27.1818  0.003  -0.0015  0.0014
Si  11.5645  5.4347  27.1961  -0.0012  -0.0004  0.0009
Si  3.8119  5.4095  27.2198  -0.0024  -0.004  0.0015
Si  7.7024  5.4264  27.2593  0.0047  -0.0002  -0.0007
Si  1.9044  6.807  27.1898  0.0059  0  0.001
Si  5.749  6.7548  27.2917  -0.0049  -0.0006  0.0028
Si  9.6354  6.7977  27.2864  -0.003  -0.0004  -0.0022
Si  1.9293  2.7237  29.1686  0.0002  -0.0024  0.0001
Si  5.7876  2.7149  29.1492  -0.0016  -0.0035  -0.0006
Si  9.6731  2.7141  29.1361  -0.0015  0.001  -0.0012
Si  -0.0017  4.0959  29.154  0.0015  -0.0004  0.0001
Si  3.8543  4.0822  29.1725  0.0004  0.0008  -0.0005
Si  7.729  4.0703  29.1828  -0.0022  -0.0001  0.0003
Si  1.9086  8.174  29.1421  -0.0026  -0.0018  0.0011
Si  5.7905  8.1806  29.176  0.0028  -0.0018  0.001
Si  9.6592  8.1972  29.1848  0.0007  -0.0008  0.0002
Si  -0.0107  9.5631  29.1488  0  0.0016  -0.0005
Si  3.8519  9.521  29.2051  -0.0008  -0.0051  0.0002
Si  7.7239  9.5529  29.174  -0.0008  0.0004  -0.0031
Si  0  0  31.0965  0.0144  -0.0123  -0.0752
Si  3.8672  0  31.0965  -0.0242  0.0092  0.128
Si  7.7343  0  31.0965  -0.034  0.0247  0.0416
Si  1.9336  1.3673  31.0965  -0.043  -0.0889  0.0346
Si  5.8008  1.3673  31.0965  0.0051  -0.035  -0.0968
Si  9.6679  1.3673  31.0965  0.0208  -0.0956  -0.105
Si  0  5.469  31.0965  0.0146  -0.0384  -0.059
Si  3.8672  5.469  31.0965  0.0159  0.0353  -0.012
Si  7.7343  5.469  31.0965  -0.0069  -0.0285  0.0441
Si  1.9336  6.8362  31.0965  -0.0518  -0.0829  -0.0708
Si  5.8008  6.8362  31.0965  0.0125  -0.1241  0.1366
Si  9.6679  6.8362  31.0965  0.0309  -0.1328  0.1764
Si  1.9336  2.7345  0.9679  0.0385  0.0765  0.0442
Si  5.8008  2.7345  0.9679  -0.0305  0.0557  -0.2112
Si  9.6679  2.7345  0.9679  0.0173  0.0698  0.0182
Si  0  4.1018  0.9679  -0.1084  0.0038  -0.1379
Si  3.8672  4.1018  0.9679  0.0258  0.0255  0.0321
Si  7.7343  4.1018  0.9679  0.0794  0.0665  0.0839
Si  1.9336  8.2035  0.9679  0.0231  0.0493  -0.0864
Si  5.8008  8.2035  0.9679  0.0191  0.0857  -0.0859
Si  9.6679  8.2035  0.9679  -0.0367  0.0908  0.0908
Si  0  9.5708  0.9679  -0.0121  0.04  0.0274
Si  3.8672  9.5708  0.9679  -0.0196  0.0607  0.0973
Si  7.7343  9.5708  0.9679  0.067  -0.0527  -0.0139
Si  11.6222  0.0295  2.8947  -0.0003  -0.0004  0.0001
Si  3.8703  0.0094  2.9125  0.0002  0.0001  -0.0007
Si  7.7608  0.0125  2.8878  -0.0005  0  0
Si  1.9509  1.3903  2.9103  0.0003  0.0005  -0.0001
Si  5.8288  1.3448  2.8519  0.0003  0.0009  0
Si  9.6752  1.3807  2.9129  0  -0.0003  0
Si  11.5795  5.5035  2.864  0  -0.0002  0.0006
Si  3.894  5.4868  2.8996  0.0001  -0.0006  0.0002
Si  7.7565  5.5028  2.8953  0  -0.0001  0.0004
Si  1.9311  6.8125  2.8705  0  -0.0002  -0.0006
Si  5.8274  6.8475  2.8859  -0.0004  -0.0001  -0.0006
Si  9.6726  6.8981  2.9435  -0.0001  0.0004  -0.0006
Si  1.9385  2.8296  4.8007  0  -0.0003  0
Si  5.8672  2.7148  4.7462  0.0003  -0.0005  0.0002
Si  9.6247  2.7892  4.8285  0.0002  0  -0.0007
Si  11.5657  4.127  4.7623  0.0005  0.0003  0.0002
Si  3.9485  4.084  4.8025  0.0008  0.001  0.0003
Si  7.7462  4.1996  4.8601  -0.0001  0.0001  -0.0004
Si  1.9079  8.1569  4.796  0  -0.0001  0.0002
Si  5.8316  8.263  4.7744  -0.0002  0.0001  -0.0002
Si  9.6848  8.3272  4.8794  0.0002  -0.0004  0.0007
Si  11.653  9.6598  4.8585  -0.0003  0.0006  -0.0003
Si  3.8399  9.4857  4.7844  -0.0002  0.0002  -0.001
Si  7.7461  9.6799  4.8757  0.0004  0.0006  -0.0003
Si  11.6379  0.2343  6.7454  0.0014  -0.0005  0.0002
Si  3.7832  -0.0548  6.6463  0.0005  -0.0002  0.0013
Si  7.7513  0.0581  6.902  0.0004  -0.0009  0.0016
Si  2.0835  1.5096  6.7366  -0.0012  0.0005  0.0009
Si  5.7454  1.2702  6.6234  -0.0003  0.0005  0.0005
Si  9.687  1.5216  6.8323  0.0006  0.0003  0.0004
Si  11.5648  5.5053  6.6639  -0.001  0.0013  0.0013
Si  4.0212  5.4287  6.7535  -0.0017  -0.0004  0
Si  7.7837  5.6797  6.7861  0.001  0.0003  -0.0009
Si  2.0172  6.6381  6.6251  0.0012  -0.0002  0.0001
Si  5.8508  6.9736  6.724  0.0002  -0.0011  0.0018
Si  9.797  7.0449  6.8732  -0.0003  -0.0006  -0.0003
O  10.0484  7.969  8.2645  -0.0001  0.0004  -0.0001
O  7.7098  9.9212  8.1989  0.0002  0.0007  -0.001
O  7.4704  4.7392  8.123  -0.0006  -0.0013  -0.0011
O  3.3833  10.3406  8.1897  0.0001  0.0002  -0.0007
O  2.1177  7.5057  8.0228  0.0003  0.0003  -0.0005
O  4.0341  4.5945  8.2158  0.0006  -0.0001  0.0001
O  9.8476  2.4472  8.22  -0.0003  -0.0007  -0.0014
O  2.6436  2.3468  8.1004  -0.0006  -0.0004  -0.0016
O  11.4293  4.5873  8.0362  0.0004  -0.0003  -0.0004
O  5.3902  2.3667  7.8139  0.0011  -0.0012  -0.0014
O  5.861  7.9657  8.0711  -0.0003  -0.0005  -0.0013
O  11.4057  10.2877  8.1131  -0.0009  0.0004  -0.0004
O  11.2513  9.9841  21.7945  -0.0037  -0.0021  0.0004
O  3.2033  11.5147  20.7756  0.0436  -0.103  -0.0256
O  5.719  7.7163  22.1159  0.0107  0.0155  -0.0035
O  4.101  4.4159  21.9463  -0.0023  0.0032  -0.0019
O  7.3945  9.7922  22.0504  -0.003  0.0017  0.0031
O  9.9429  7.7407  22.237  -0.0122  0.0112  -0.0025
O  1.3878  2.5121  22.1389  -0.0066  0.006  -0.0069
O  5.8938  2.4731  21.9234  0.0063  0.0017  0.0038
O  8.4041  4.7592  22.2166  0.0018  0.0015  0.0024
O  -0.1276  4.6431  21.9519  -0.0032  -0.0002  -0.0032
O  2.3733  7.4709  21.9044  0.0143  0.0097  -0.0148
O  9.1559  1.8884  21.8059  0.0013  -0.0003  0
Si  1.9801  7.7606  9.5986  -0.0004  -0.0002  0.001
Si  5.085  0.6056  17.4539  0.0084  0.0048  -0.0025
Si  2.5282  5.406  13.9716  0.0003  -0.0001  -0.0008
Si  10.5933  3.8663  14.0078  -0.0005  0.0002  -0.0013
Si  8.2768  2.3788  15.1635  0.0024  0.0001  0.0016
Si  9.483  2.3309  20.2773  0.0014  0.0022  -0.0008
Si  10.5694  3.6657  9.0567  0.0008  0.0009  0.0011
Si  0.1252  2.3542  11.5308  0.0003  0.0006  0.0012
Si  11.0881  8.136  15.3722  -0.0003  0.0005  0.0008
Si  5.1962  6.9442  13.9687  -0.0004  0.0005  -0.0007
Si  5.8137  2.6334  11.0595  -0.0011  -0.0008  0.0005
Si  8.4383  7.7187  19.3512  -0.0017  0.0001  -0.0032
Si  8.0003  4.905  20.6476  -0.0005  -0.0014  -0.0017
Si  6.029  9.6231  15.0312  0.0009  0.0001  -0.0004
Si  1.9421  7.7023  20.346  0.0371  0.0327  -0.0375
Si  1.9744  4.9814  18.7971  0.0025  -0.0008  0
Si  4.53  3.4627  18.01  0  0.003  0.0015
Si  8.5447  8.9541  16.7696  0.0003  0.0032  0.0005
Si  0.8888  9.5127  13.2759  0.0004  0.0001  -0.0005
Si  10.0076  10.6851  11.6547  0  0.0001  0
Si  5.2751  3.7141  21.0355  0.0018  -0.0062  -0.0049
Si  0.639  5.47  16.2281  0.0011  -0.0002  0.0003
Si  10.8529  9.1358  9.1055  0.0005  -0.0005  0.0011
Si  6.3278  8.9003  21.1794  -0.0084  0.0031  -0.0019
Si  7.1467  7.1103  11.4619  0.0022  -0.0004  0.0009
Si  2.7439  0.7542  12.1886  0.0002  0.0001  0.0001
Si  10.6905  8.6102  21.0845  0.0031  0.0079  -0.0026
Si  6.0522  4.3405  15.6082  0.001  -0.0005  0.0005
Si  7.1439  0.4872  12.8537  -0.0003  0  -0.0008
Si  4.0868  2.9914  8.5725  0.0003  0.0008  0.0012
Si  0.9159  6.7757  11.8902  0.0006  -0.0005  0.0001
Si  6.6092  9.0456  9.0514  -0.0004  0.0009  0.0008
Si  0.5838  3.44  21.0887  0.0053  0.0011  -0.0118
Si  9.8372  6.5452  12.8688  0.0002  0  -0.0002
Si  7.7769  4.5535  9.7084  0.0001  0.0017  -0.0001
Si  3.7562  10.2562  19.8821  -0.0291  -0.0036  0.0244
Si  4.3221  3.0579  13.4634  -0.0008  0.0013  0.0004
Si  3.8931  10.0074  9.7104  -0.0003  0.0001  0.0005
Si  8.0691  0.8171  17.9478  -0.0054  -0.0076  -0.0041
O  11.5731  3.2478  12.8739  0.0001  -0.0013  -0.0023
O  9.3993  4.4876  9.8604  -0.0005  -0.0003  -0.0009
O  8.619  3.6402  19.8564  0.0028  -0.0031  0.002
O  4.1086  -0.3376  18.3357  -0.0204  -0.0076  0.0333
O  11.3238  4.4861  15.3207  0.0002  0.0003  0.0004
O  9.9351  9.8028  10.2765  0.0003  -0.0002  -0.0005
O  3.8551  1.5384  13.0971  -0.0008  -0.0003  -0.0006
O  0.6973  9.0856  14.8369  -0.0002  0.0002  -0.0002
O  6.4736  0.9995  18.2493  0.0084  -0.0058  -0.005
O  4.8073  3.1548  19.5901  0.0021  0.005  -0.0032
O  6.3115  1.1809  11.629  0.0001  0.0007  -0.0001
O  0.6023  8.6025  9.8332  0  0.0005  -0.0012
O  5.6989  4.3054  17.2106  0.0001  0.0015  -0.0021
O  8.4665  7.2149  12.38  0  -0.0005  0.0001
O  4.4408  2.6756  10.1398  0.0003  0.0004  -0.0007
O  2.1292  5.4961  15.5452  0.0002  0  0.0002
O  3.4235  0.0632  10.8892  -0.0001  0.0007  0
O  5.9037  7.1771  12.5103  -0.0005  0.0001  0.0011
O  2.3302  6.472  19.3532  -0.0092  0.0234  0.0192
O  0.7107  4.9542  17.7664  0.0005  0.0006  0.0029
O  8.5132  10.7598  12.28  0.0004  0.0001  -0.0002
O  5.5102  10.0852  9.6413  0.0003  -0.0002  -0.0003
O  0.3263  7.8639  20.3445  0.0183  -0.0415  0.0114
O  9.7494  2.5964  14.5458  -0.0033  -0.0009  0.0029
O  2.0563  10.6282  13.2044  0.0006  0.0005  -0.0001
O  10.033  9.0786  16.1478  -0.0025  -0.0004  0.0013
O  6.2428  10.2563  13.542  -0.0002  0.0001  0.0008
O  7.4278  1.5574  14.0492  0.0015  0.0008  0.0011
O  1.6736  4.031  20.0641  -0.0052  0.0012  -0.0002
O  5.9294  5.8157  14.9139  0.0009  -0.0011  0.0017
O  7.4465  9.0147  15.5786  0.0007  0.0012  0.0017
O  1.6053  1.7194  11.5746  -0.001  0.001  0.0003
O  7.2223  8.3073  10.3593  0  0.0002  -0.0011
O  4.302  2.0265  17.2524  -0.0012  -0.0026  0.0022
O  7.0893  3.1783  10.2185  0.0004  -0.0001  -0.0002
O  11.656  6.9828  16.3541  0.0001  0.0001  -0.0004
O  8.3189  10.1774  17.783  -0.0001  0.0137  -0.0022
O  3.3246  8.5285  10.0912  -0.0001  -0.0001  -0.0001
O  7.5859  3.8305  15.4274  -0.0005  -0.0016  -0.001
O  3.218  4.3988  17.9477  -0.0028  0.0022  0.0024
O  2.9578  3.9213  13.5012  0.0015  -0.0003  -0.0005
O  1.3964  8.238  12.4149  -0.0002  0.0007  -0.0003
O  1.2075  5.7317  13.0905  0.0008  0.0001  0.0001
O  5.0577  8.3346  14.8138  0  0.0009  0.0006
O  11.0854  2.6182  20.2088  -0.0032  0.003  0.0051
O  11.0469  10.0249  12.7164  0.0003  0.0001  0.0001
O  5.4087  3.5686  12.343  0.0004  -0.0001  -0.0007
O  5.0507  3.2542  14.8988  0.0001  0.0006  0.0002
O  6.3689  4.8807  20.6602  -0.0016  0.0031  0.0008
O  8.445  1.5831  16.5661  -0.007  -0.0012  0.0026
O  10.5266  1.2618  11.3708  0.0004  0.0009  0.0001
O  10.9114  6.669  11.638  -0.0004  0.0005  0.0009
O  2.699  9.0193  19.8007  -0.0154  0.0437  0.0242
O  1.774  6.4316  10.5374  0.0001  0.0003  -0.0003
O  7.0005  8.2641  19.8572  -0.0031  0.0045  0.0065
O  8.433  7.6204  17.7164  -0.0008  -0.0006  0.0034
O  3.6878  6.4699  13.6286  -0.0012  -0.0006  -0.0001
O  9.6265  4.9923  13.3165  0.0004  -0.0008  0.0004
O  5.1435  9.8291  20.628  -0.0294  -0.0208  -0.0144
O  10.3446  7.4155  14.1284  0.0002  0  -0.0002
O  8.6276  6.2193  19.9469  -0.0004  0.0024  -0.0018
O  7.1268  5.7272  10.6122  -0.0004  -0.001  -0.0009
O  5.4144  10.7406  16.0598  0.0013  -0.0005  0.0009
O  9.0348  1.2244  19.185  -0.0015  -0.0007  -0.0002
O  11.6617  3.2234  10.1629  -0.0006  -0.0008  0.0016
O  9.5891  8.7525  19.8943  0.002  0.0028  -0.0005

Results
free energy: -153072.916 eV
free energy less fixed offsets of As -4856.12, O -568.88, Si -635.61 eV per atom: 1.974 eV

The program warned: the cutoff lies below the one the program advises for these potential files; the exchange-correlation potential is rough where the density is thin.
